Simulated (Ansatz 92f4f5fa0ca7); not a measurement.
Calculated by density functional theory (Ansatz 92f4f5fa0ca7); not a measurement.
Periodic cell of 193 atoms, Si117O76, from a study of silicon, its oxide and their interface. The atomic structure is a simulated model.

Settings
functional: PBE
potential files: Ansatz PAW
basis: plane waves
wave-function cutoff: 700 eV
density cutoff ratio: 5
exchange-correlation grid ratio: 2
k mesh: 2 x 2 x 1, shifted by 0.5 0.5 0.5 of a step
self-consistency stop: 5e-08 eV per atom in the density residual
occupations: Fermi-Dirac, 0.05 eV
spin: none
net charge: 0

Cell vectors (angstrom)
a  11.5983  0  0
b  0  11.5983  0
c  4.5773  3.3202  25.0051

Atoms: element, x, y, z (angstrom)
Si  1.9428  0.7815  2.1885
Si  0.5741  7.9604  -2.7142
Si  -0.1059  9.0949  0.2965
Si  4.4545  -0.3818  0.8783
Si  5.7373  2.3227  3.7269
Si  3.7872  9.0434  0.4891
Si  7.1466  -1.8  -2.3076
Si  8.8236  3.3147  0.2922
Si  7.3987  7.9338  0.0008
Si  0.1206  0.6458  0.7593
Si  2.2146  4.5424  1.7888
Si  1.7675  6.5693  3.0222
Si  4.6091  3.1  -1.9477
Si  4.43  4.5504  0.8164
Si  5.3637  7.3439  1.0368
Si  9.6533  0.9891  1.8836
Si  9.4967  2.7298  3.4661
Si  9.3318  10.4596  2.9729
Si  1.88  2.7832  3.3579
Si  1.7884  8.615  1.7067
Si  1.7533  10.3929  3.3446
Si  6.1261  4.2318  2.4216
Si  5.6217  6.4244  3.2652
Si  5.6868  11.5061  3.4512
Si  8.5173  4.5137  2.2317
Si  9.3987  6.62  3.0311
Si  9.3679  8.4475  1.4401
Si  -0.1036  2.8195  4.6713
Si  -0.2182  6.5774  4.426
Si  -0.3175  10.4623  4.5158
Si  3.7328  2.7821  4.8141
Si  3.6501  6.6329  4.5361
Si  3.7542  10.5629  4.6118
Si  7.6818  2.7347  4.9489
Si  7.5863  6.7432  4.5712
Si  7.5873  10.6244  4.6105
Si  -0.1956  0.81  5.9657
Si  -0.1613  4.755  5.9864
Si  -0.2462  8.5098  5.8592
Si  3.7016  0.8111  6.075
Si  3.7169  4.7793  6.037
Si  3.7387  8.5678  5.8936
Si  7.6752  0.7924  6.1976
Si  7.6016  4.8128  6.0557
Si  7.533  8.6419  5.9577
Si  1.7407  0.7692  7.3174
Si  1.7643  4.7225  7.3599
Si  1.7367  8.5264  7.1809
Si  5.6475  0.8716  7.4265
Si  5.6492  4.7637  7.431
Si  5.6098  8.6139  7.3263
Si  9.5856  0.875  7.5231
Si  9.5433  4.7363  7.4283
Si  9.4816  8.5303  7.3412
Si  1.8033  2.7098  8.6551
Si  1.6674  6.6852  8.6727
Si  1.8022  10.4044  8.5936
Si  5.6719  2.8066  8.8453
Si  5.6173  6.7313  8.7479
Si  5.5861  10.5238  8.7306
Si  9.5834  2.8561  8.9077
Si  9.5859  6.6251  8.8247
Si  9.4361  10.4574  8.7282
Si  0.0368  2.7543  10.1751
Si  -0.0801  6.4995  10.2954
Si  11.4489  8.5612  11.437
Si  3.65  2.7441  10.1468
Si  3.5847  6.7217  10.0179
Si  5.493  0.9393  12.9074
Si  7.5956  2.9168  10.284
Si  7.5873  6.7576  10.0749
Si  7.4713  10.5777  10.1457
Si  11.5238  0.6045  11.2024
Si  11.8105  3.5616  13.7827
Si  5.1797  5.5936  12.6141
Si  3.662  10.4705  10.0837
Si  3.2918  4.7905  11.3251
Si  5.5015  8.0084  12.7583
Si  7.5408  0.9386  11.596
Si  7.2293  4.9609  11.5388
Si  7.4825  8.6353  11.51
Si  6.0694  10.0769  14.9682
Si  3.5748  8.5849  11.5155
Si  3.5399  12.3377  11.5618
Si  11.4617  -1.2841  9.8702
Si  9.5106  9.3401  12.5506
Si  9.6133  11.7473  12.494
Si  11.7414  12.7992  14.2717
Si  4.857  3.5318  14.8157
Si  13.2542  9.1071  12.8526
Si  8.3964  0.8755  17.9941
Si  8.9961  4.744  14.1719
Si  12.4413  4.527  11.6297
Si  11.0471  11.5503  16.9486
Si  2.1516  4.6374  15.9273
Si  12.1042  7.1582  19.8783
Si  7.2951  3.3372  16.4513
Si  13.0912  7.6122  15.7946
Si  9.1528  9.3728  15.4957
Si  5.3167  8.313  21.8142
Si  7.1818  8.1323  19.4715
Si  9.714  8.3945  20.8676
Si  13.1997  9.567  18.1466
Si  7.6222  4.4921  21.3385
Si  13.7141  3.5855  21.6943
Si  13.1712  -0.0394  12.8165
Si  17.7715  1.1518  19.8909
Si  4.7329  3.8785  20.3968
Si  11.9642  10.2737  22.105
Si  8.3627  5.4315  18.5332
Si  12.1753  6.1258  22.6705
Si  4.8397  6.723  24.4794
Si  10.0261  6.749  16.3836
Si  13.7992  4.6342  18.991
Si  14.6917  9.9228  20.6469
Si  6.2008  10.5304  17.8904
Si  8.9214  2.4014  23.0856
O  5.7779  7.5834  25.4864
O  3.3015  7.063  24.8468
O  4.4954  4.5018  -2.7663
O  3.4848  0.7733  1.5246
O  10.6043  5.6951  22.6556
O  8.6395  1.7075  0.6994
O  4.4495  3.3922  -0.3647
O  5.8285  -0.4331  1.7982
O  10.1327  12.4084  13.9521
O  0.7656  4.3852  15.1114
O  10.1909  3.7825  13.6759
O  8.2437  5.2798  12.8418
O  0.19  8.4876  -1.2334
O  0.461  1.7827  -0.4141
O  17.7823  12.2386  21.4466
O  5.0828  7.2041  22.9531
O  7.9235  1.8828  16.8069
O  16.8559  2.4907  19.7115
O  9.2391  3.4406  24.3269
O  7.9437  5.5139  22.5486
O  6.4455  7.6842  20.8386
O  12.8843  5.9879  19.0613
O  7.8291  3.626  -0.956
O  10.1697  10.4747  16.1083
O  -0.7462  7.8902  -3.6845
O  7.1222  -2.1876  -0.7198
O  13.6777  8.7758  16.8015
O  3.286  3.7147  15.2082
O  9.7639  8.7842  14.1045
O  15.3512  3.5516  21.6724
O  5.6806  -0.271  14.0075
O  7.6863  9.9651  15.1149
O  12.4173  8.5239  19.0987
O  5.4481  10.3809  16.4553
O  5.3305  4.9344  14.1409
O  9.599  5.9771  15.025
O  12.1982  10.8036  17.8239
O  5.469  8.7069  14.3051
O  5.1121  2.3151  13.7585
O  1.1979  6.4446  -2.5697
O  7.5401  6.8325  -1.268
O  10.0259  0.7562  17.9752
O  13.1224  2.288  22.4241
O  7.8832  3.0025  21.9582
O  5.694  3.2241  16.1833
O  -0.0483  10.7446  0.0377
O  17.1047  11.6367  18.8749
O  7.9943  3.8749  15.1016
O  14.4576  10.1307  19.0351
O  11.594  7.187  16.3223
O  8.5918  4.811  20.0364
O  13.3109  9.7188  21.437
O  9.7322  5.7713  17.6874
O  2.0376  4.099  17.472
O  9.0979  8.0944  16.5277
O  2.4321  6.2584  15.8838
O  7.1906  8.5109  -3.2838
O  6.0608  4.6758  20.8853
O  13.1991  3.611  20.1252
O  10.715  9.5585  21.3532
O  3.9796  8.5697  20.9027
O  7.7365  1.4047  19.4094
O  7.4774  6.7883  18.6255
O  6.1957  9.0707  18.6002
O  10.464  7.1938  20.0117
O  8.5395  8.9623  19.882
O  8.3391  1.0113  23.7631
O  10.3603  2.3041  22.2953
O  11.837  12.5544  15.9265
O  13.1052  8.2273  14.289
O  15.4154  4.7813  19.3507
O  4.7919  6.0151  0.1158
O  7.4974  4.3345  17.714
O  13.1692  4.8518  22.5514
O  7.7641  10.9941  17.7012
O  12.5979  7.0971  21.4298

Results
free energy: -117610.433 eV
free energy less fixed offsets of O -569.03, Si -635.61 eV per atom: 2.217 eV
pressure: -0.26 GPa
stress xx, yy, zz, yz, xz, xy (GPa, positive in tension): 0.37, 0.23, 0.19, -0.08, 0.09, -0.03

Forces (eV/angstrom), in the order of the atoms: element, x, y, z
Si  0.1469  -0.1697  -0.0584
Si  0.1152  -0.1547  -0.4526
Si  0.2856  0.0496  -0.5745
Si  0.3022  0.4367  -0.045
Si  0.0196  0.1652  0.1236
Si  -0.1681  0.0214  -0.7134
Si  0.0604  0.1056  -0.4626
Si  0.0508  0.2064  0.297
Si  0.2694  0.2077  -0.3772
Si  0.1965  0.0387  -0.4167
Si  -0.3745  -0.157  -0.2242
Si  0.005  0.1512  0.066
Si  -0.0874  0.0582  -0.4
Si  0.6321  -0.419  -0.4278
Si  -0.1494  -0.665  -0.1336
Si  -0.3783  0.2689  -0.2561
Si  -0.075  0.1275  0.1783
Si  0.1018  -0.0372  -0.0242
Si  -0.0293  0.2012  0.2195
Si  -0.254  -0.119  0.2247
Si  -0.0428  -0.1261  0.1651
Si  -0.0822  0.2024  -0.1122
Si  -0.0087  -0.1107  0.194
Si  0.1264  -0.3347  -0.2354
Si  -0.0566  0.081  -0.1091
Si  0.0245  -0.1524  -0.0275
Si  0.1301  0.1455  0.1046
Si  -0.008  -0.0328  0.0757
Si  0.0478  -0.0765  -0.1391
Si  -0.0604  0.0822  -0.1629
Si  -0.0565  -0.1051  0.0515
Si  0.0984  -0.1082  -0.1035
Si  0.0829  0.0556  -0.1563
Si  -0.1525  -0.2977  0.0939
Si  -0.2449  -0.0266  0.0166
Si  0.0236  0.0119  -0.0387
Si  -0.0869  0.0058  -0.1495
Si  0.0278  -0.0303  0.0014
Si  -0.0904  0.1349  -0.1
Si  -0.1542  0.2021  0.1198
Si  -0.0154  0.0371  0.062
Si  0.0373  -0.0255  -0.0484
Si  0.014  0.2164  0.2111
Si  0.0334  0.0338  0.0484
Si  0.0304  -0.1143  -0.0624
Si  0.1141  -0.0422  0.1163
Si  0.0308  -0.0182  0.0891
Si  0.0169  0.1414  -0.059
Si  0.0518  -0.0737  0.1508
Si  -0.0771  0.0208  0.0222
Si  -0.0106  -0.1195  0.0852
Si  -0.0101  -0.0779  0.1383
Si  -0.019  -0.0041  -0.0356
Si  0.0164  0.0444  0.0269
Si  0.0034  0.087  -0.1017
Si  0.1786  -0.1326  0.0151
Si  -0.139  0.0264  0.0426
Si  -0.0449  0.0046  -0.0467
Si  0.011  -0.0357  0.0363
Si  0.0658  0.06  0.0387
Si  -0.0156  0.0351  0.034
Si  -0.0863  0.0071  0.0379
Si  0.1335  -0.0471  0.0808
Si  0.0175  0.0091  0.0781
Si  0.1203  -0.0291  0.0988
Si  -0.1197  0.2765  -0.0678
Si  0.1024  -0.0688  0.069
Si  0.0012  0.1173  -0.1889
Si  -0.0705  -0.0284  0.3021
Si  -0.0101  -0.0435  -0.0501
Si  -0.059  -0.0238  -0.0462
Si  -0.0922  0.0702  -0.0273
Si  -0.0772  -0.0567  -0.1759
Si  0.0306  0.4092  -0.1161
Si  -0.0435  -0.5389  0.3119
Si  -0.105  0.0347  0.0888
Si  -0.1475  -0.0949  -0.005
Si  -0.1214  0.5634  0.2576
Si  -0.0504  -0.1922  -0.0697
Si  0.1938  0.1336  -0.0343
Si  0.0452  -0.0497  0.0253
Si  -0.102  0.0941  0.073
Si  0.0832  0.0227  -0.0832
Si  -0.056  0.0148  -0.0736
Si  0.0912  -0.1039  -0.0614
Si  0.0922  -0.5563  0.0078
Si  -0.0522  0.4942  -0.0218
Si  -0.0163  -0.21  0.5468
Si  0.0787  -0.1139  0.1903
Si  -0.2015  -0.4739  0.2412
Si  -0.0022  0.0756  0.1712
Si  -0.2024  0.0252  0.318
Si  0.0089  0.1278  -0.2635
Si  -0.0548  0.002  0.493
Si  0.0332  -0.0224  0.3876
Si  -0.0127  -0.0377  -0.0294
Si  0.14  0.0326  0.5431
Si  0.0106  0.0612  0.4193
Si  0.0021  -0.1667  0.4225
Si  0.0213  0.1451  -0.4109
Si  0.0365  0.008  -0.0819
Si  -0.0938  0.002  -0.1124
Si  -0.0046  0.0451  0.1766
Si  -0.026  0.0995  -0.4532
Si  0.0841  0.0434  -0.2717
Si  0.1194  0.2491  -0.0342
Si  -0.0325  0.1056  -0.0844
Si  0.0963  0.0071  -0.0923
Si  -0.0993  0.0061  -0.5069
Si  -0.0119  0.0496  0.2095
Si  0.0842  -0.0381  -0.3192
Si  -0.1096  -0.0371  -0.293
Si  -0.1161  -0.2171  0.4985
Si  0.0323  0.0562  0.2009
Si  0.1878  -0.1082  -0.1057
Si  0.1128  -0.0598  0.406
Si  0.1382  0.3576  -0.7149
O  0.3137  0.167  0.2844
O  0.1552  -0.0875  -0.0771
O  -0.0158  -0.0851  0.1823
O  -0.2189  -0.015  0.0583
O  -0.0549  -0.0598  0.1121
O  0.2984  -0.2949  0.0681
O  -0.1629  0.1548  0.1845
O  -0.0624  0.1546  0.2838
O  0.2324  -0.1669  0.0132
O  -0.153  -0.2238  -0.1693
O  0.0014  -0.1436  -0.0106
O  -0.1093  -0.0858  -0.1602
O  -0.1987  0.1638  0.6269
O  -0.1383  -0.0724  -0.0489
O  -0.0787  -0.0824  0.1965
O  0.0252  -0.163  0.3437
O  -0.0413  0.0826  -0.2137
O  -0.0019  -0.0514  0.0317
O  -0.0586  -0.1542  0.1854
O  0.0284  0.0388  0.2357
O  -0.1161  0.0726  0.2004
O  0.004  -0.0034  0.0161
O  -0.0163  -0.0444  0.0652
O  -0.0743  -0.1196  -0.1489
O  -0.0375  0.0215  0.1125
O  -0.052  -0.1424  0.1013
O  -0.0157  -0.1045  -0.2502
O  0.0598  -0.0483  -0.1885
O  0.0772  0.2477  -0.0736
O  -0.1551  -0.0206  0.1665
O  -0.0284  -0.0006  -0.1082
O  0.1361  0.0318  -0.0516
O  0.0423  0.0558  -0.0488
O  -0.0136  -0.0532  -0.2827
O  0.0903  0.2526  -0.0335
O  -0.0037  0.0044  -0.2042
O  -0.0678  0.0401  -0.1422
O  0.0294  -0.3045  -0.2549
O  0.0386  -0.0364  -0.1455
O  -0.0181  0.062  0.124
O  -0.0155  0.1407  0.5588
O  0.1203  -0.1044  -0.2041
O  -0.0549  -0.087  0.1842
O  0.1861  -0.2303  0.4157
O  -0.1638  0.0251  -0.2404
O  -0.0939  -0.0324  0.2335
O  0.0769  -0.054  -0.1191
O  0.0554  0.0158  -0.2493
O  -0.0614  -0.0472  0.0286
O  0.0578  0.0191  -0.2145
O  -0.0762  -0.0457  0.077
O  -0.0394  -0.0297  0.1709
O  0.0995  0.1393  -0.3545
O  -0.0165  0.0446  -0.3805
O  0.0083  0.2197  -0.2097
O  0.0219  -0.0018  -0.1234
O  -0.0075  -0.0087  0.1313
O  0.0269  -0.0474  0.1022
O  0.0007  0.0544  0.0735
O  0.148  0.0926  0.228
O  -0.0197  0.0735  0.1206
O  -0.0293  -0.1045  -0.048
O  0.0357  -0.0255  -0.021
O  -0.0638  0.1663  -0.1411
O  0.1092  -0.0014  0.0283
O  0.0696  -0.1075  0.1129
O  -0.0039  -0.2407  0.5878
O  -0.1612  -0.0945  0.2379
O  -0.0448  0.2282  -0.4676
O  0.1399  0.319  -0.4291
O  -0.0734  -0.0376  -0.0224
O  -0.0958  0.5769  0.4406
O  -0.0603  -0.1154  -0.2988
O  0.0228  0.0299  0.1402
O  -0.0535  0.0042  -0.1305
O  -0.063  -0.0479  0.1471

The program warned: the cutoff lies below the one the program advises for these potential files.
